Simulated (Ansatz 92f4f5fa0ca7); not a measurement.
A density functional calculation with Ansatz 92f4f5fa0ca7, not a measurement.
Periodic cell of 273 atoms, Si162O105As6, from a study of silicon, its oxide and their interface. The atomic structure is a simulated model.
This geometry differs little from another in the collection (a relaxation step or a small displacement).

Settings
functional: PBE
potential files: Ansatz PAW
basis: plane waves
wave-function cutoff: 700 eV
density cutoff ratio: 5
exchange-correlation grid ratio: 1
k mesh: 2 x 2 x 1, shifted by 0.5 0.5 0.5 of a step
self-consistency stop: 5e-08 eV per atom in the density residual
occupations: fixed
spin: none
net charge: 0

Cell vectors (angstrom)
a, 11.6015, 0, 0
b, 0, 13.3963, 0
c, 0, 0, 30.8421

Atoms and the computed forces on them: element, x, y, z (angstrom), force x, y, z (eV/angstrom)
As, 11.6156, -0.094, 23.9107, -0.0005, 0.0086, -0.0066
Si, 3.6952, -0.1663, 24.1161, 0.0155, 0.0091, -0.0233
Si, 7.8125, -0.0954, 23.9731, -0.021, 0.0192, -0.0016
Si, 1.9952, 3.134, 24.3079, 0.0315, -0.0105, 0.0122
Si, 5.9473, 3.3765, 24.1971, 0.0307, -0.0059, -0.0035
Si, 9.9037, 3.2752, 24.0865, -0.0478, -0.0066, -0.0041
As, 11.6369, 6.5964, 23.8565, 0.0048, 0.015, -0.0002
Si, 3.9971, 6.5777, 24.0282, -0.014, -0.0032, -0.0055
As, 7.789, 6.6097, 23.891, 0.0024, -0.0034, -0.0043
Si, 1.8685, 9.8768, 24.1159, 0.0183, -0.0012, -0.0107
Si, 5.8256, 10.0625, 24.0863, -0.0134, 0.0027, 0.0082
Si, 9.6996, 9.8086, 24.1489, 0.0035, -0.0073, 0.0035
Si, 11.6535, 2.0476, 25.0789, 0.0037, 0.0038, -0.0009
Si, 4.0107, 2.116, 24.9052, -0.0314, 0.0072, 0.0064
Si, 7.8862, 2.158, 24.7882, 0.0064, 0.0069, -0.011
Si, 1.9757, 5.4822, 24.8233, -0.002, -0.0034, 0.0041
Si, 5.911, 5.5754, 25.031, -0.004, -0.009, 0.0043
Si, 9.7381, 5.526, 24.9081, 0.0087, -0.0084, 0.0141
Si, 11.6195, 8.7269, 24.9914, -0.0064, -0.0017, 0.0005
Si, 3.8961, 8.85, 24.8068, 0.0029, 0.0131, -0.0033
Si, 7.7062, 8.8136, 24.9121, -0.0035, 0.0067, 0.0057
Si, 1.821, 12.1287, 24.9965, -0.0004, -0.0158, 0.0181
Si, 5.7989, 12.2851, 24.8407, 0.0117, -0.0153, -0.0021
Si, 9.7098, 12.1369, 24.8415, -0.0129, -0.002, 0.0052
Si, 11.614, 2.1621, 27.3947, 0.0049, -0.0022, 0.0126
Si, 3.9332, 2.1641, 27.2811, 0.0034, -0.0005, -0.0004
Si, 7.7892, 2.1899, 27.2055, -0.0049, -0.0076, 0.0076
Si, 1.9785, 5.523, 27.2214, -0.014, -0.0033, 0.0022
Si, 5.8289, 5.5623, 27.3574, 0.0073, -0.0034, 0.012
Si, 9.6969, 5.5285, 27.2752, 0.0044, 0.0122, -0.0025
Si, 11.6114, 8.8545, 27.3344, 0.002, -0.0036, 0.0091
Si, 3.8779, 8.8848, 27.2205, 0.0032, -0.0092, 0.0091
Si, 7.7221, 8.896, 27.2802, 0.0048, -0.0041, 0.0073
Si, 1.9096, 12.1989, 27.3384, -0.0069, 0.0056, 0.0082
Si, 5.8011, 12.2762, 27.2367, -0.0015, -0.0022, 0.0107
Si, 9.6573, 12.2102, 27.2359, 0.0058, -0.005, 0.0066
Si, 1.979, 1.0591, 28.087, -0.0011, 0.0022, -0.0077
Si, 5.8609, 1.09, 28.0756, 0.0034, 0.0032, -0.002
Si, 9.6645, 1.047, 28.0842, -0.006, 0.0077, -0.0078
Si, 11.6366, 4.431, 28.0728, 0.0119, 0.0043, -0.0053
Si, 3.8894, 4.4138, 28.0688, 0.0049, -0.0001, -0.0087
Si, 7.7671, 4.4154, 28.0697, -0.0154, 0.0049, -0.0032
Si, 1.9626, 7.7498, 28.0682, 0.0049, 0.0056, -0.0065
Si, 5.7984, 7.7992, 28.0918, -0.0054, 0.0025, -0.0071
Si, 9.6567, 7.7654, 28.0798, -0.0058, 0.0016, -0.0082
Si, 11.5735, 11.1006, 28.0915, 0.0039, 0.0028, -0.0071
Si, 3.8833, 11.1186, 28.0552, 0.011, 0.0048, -0.0064
Si, 7.7188, 11.1354, 28.0582, -0.009, 0.0007, -0.0067
Si, 1.9336, 1.1164, 30.4472, 0.1139, -0.0875, 0.0871
Si, 5.8008, 1.1164, 30.4472, 0.1494, -0.0648, -0.1038
Si, 9.6679, 1.1164, 30.4472, -0.0946, -0.1897, 0.0351
Si, 0, 4.4654, 30.4472, 0.0867, 0.0413, -0.0676
Si, 3.8672, 4.4654, 30.4472, -0.0309, -0.1176, -0.1187
Si, 7.7343, 4.4654, 30.4472, 0.1026, -0.1808, -0.0648
Si, 1.9336, 7.8145, 30.4472, 0.1323, -0.0701, -0.092
Si, 5.8008, 7.8145, 30.4472, -0.0571, 0.0519, 0.1229
Si, 9.6679, 7.8145, 30.4472, -0.0481, -0.09, 0.0187
Si, 0, 11.1635, 30.4472, -0.1068, -0.0619, 0.121
Si, 3.8672, 11.1635, 30.4472, 0.0749, -0.0983, -0.1257
Si, 7.7343, 11.1635, 30.4472, -0.0281, -0.0182, -0.1431
Si, 0, 0, 0.3944, -0.1085, 0.0944, -0.2612
Si, 3.8672, 0, 0.3944, 0.1371, 0.145, -0.092
Si, 7.7343, 0, 0.3944, -0.0864, 0.1379, 0.0901
Si, 1.9336, 3.3491, 0.3944, 0.1066, 0.137, -0.0771
Si, 5.8008, 3.3491, 0.3944, -0.0698, 0.0789, 0.1218
Si, 9.6679, 3.3491, 0.3944, -0.1756, 0.2216, 0.0248
Si, 0, 6.6981, 0.3944, -0.1135, -0.1407, 0.0299
Si, 3.8672, 6.6981, 0.3944, -0.0036, 0.075, 0.1302
Si, 7.7343, 6.6981, 0.3944, 0.0267, 0.1312, 0.302
Si, 1.9336, 10.0472, 0.3944, 0.0354, -0.1158, -0.2865
Si, 5.8008, 10.0472, 0.3944, 0.0489, 0.0372, 0.2627
Si, 9.6679, 10.0472, 0.3944, -0.091, 0.0714, 0.0747
Si, 11.5798, 0.0636, 2.7329, 0.0045, -0.0053, 0.0034
Si, 3.9004, 0.0472, 2.7534, -0.0121, -0.0004, 0.0133
Si, 7.7042, 0.0627, 2.763, 0.007, -0.0062, 0.0128
Si, 1.9462, 3.4097, 2.7496, -0.0071, -0.006, 0.0064
Si, 5.7673, 3.4009, 2.7799, 0.0026, -0.0003, 0.0043
Si, 9.615, 3.4256, 2.7703, 0.0099, -0.0029, 0.0068
Si, 11.5616, 6.6901, 2.7686, -0.0115, -0.0045, 0.0057
Si, 3.8586, 6.7393, 2.7779, 0.0147, 0.0025, 0.0067
Si, 7.7183, 6.7589, 2.8132, -0.0046, -0.0026, 0.0094
Si, 1.9294, 10.0409, 2.7334, -0.0027, 0.0006, 0.0093
Si, 5.8097, 10.0934, 2.7946, -0.0009, -0.0061, 0.0094
Si, 9.6367, 10.0987, 2.7716, 0.0059, -0.0059, 0.0026
Si, 11.5822, 2.328, 3.4447, -0.0013, 0.0109, -0.0143
Si, 3.84, 2.2711, 3.6042, 0.0114, 0.0016, -0.0123
Si, 7.693, 2.2985, 3.5866, -0.0081, 0.0035, -0.0071
Si, 1.922, 5.6364, 3.58, -0.0029, -0.0058, 0.0004
Si, 5.7837, 5.6351, 3.6079, -0.0062, 0, -0.0041
Si, 9.6185, 5.6368, 3.6819, 0.0119, -0.003, -0.0006
Si, 11.572, 8.9312, 3.4699, 0.0026, 0.0044, -0.0104
Si, 3.8706, 8.975, 3.5783, -0.0012, -0.0005, -0.0102
Si, 7.7328, 8.9981, 3.6668, -0.0006, 0.0051, -0.0062
Si, 1.9346, 12.3056, 3.3638, 0.002, -0.0001, -0.0106
Si, 5.809, 12.3235, 3.6159, 0.0043, 0.0021, -0.0122
Si, 9.6418, 12.3613, 3.5273, -0.0024, 0.0064, -0.009
Si, 11.5782, 2.4585, 5.7617, -0.0029, 0.0096, -0.0064
Si, 3.8278, 2.3162, 5.995, -0.0065, -0.002, 0.0029
Si, 7.6138, 2.3355, 5.9711, 0.0077, -0.0029, -0.0034
Si, 1.9152, 5.6387, 5.9542, -0.003, -0.0006, -0.0086
Si, 5.7093, 5.6695, 5.9932, -0.0126, 0.0126, -0.0009
Si, 9.6274, 5.6535, 6.1251, 0.0013, 0.0059, -0.003
Si, 11.5872, 8.958, 5.802, 0.0018, -0.0166, 0
Si, 3.8537, 9.0427, 5.961, -0.0092, 0.006, 0.0031
Si, 7.7555, 9.0869, 6.0953, 0.003, -0.0103, 0.0096
Si, 1.9215, 12.3519, 5.6602, -0.0015, 0.003, -0.001
Si, 5.8045, 12.4322, 6.0091, -0.0063, -0.0051, 0.0062
Si, 9.6698, 12.478, 5.8852, -0.0009, 0.0029, -0.0022
Si, 1.7854, 1.1401, 6.5013, 0.0107, -0.0169, 0.0131
As, 5.738, 1.2288, 7.0393, -0.0035, 0.0056, 0.0011
Si, 9.6748, 1.3814, 6.6285, -0.002, -0.002, 0.0038
As, 11.6242, 4.5339, 7.0013, -0.0022, -0.0042, -0.0029
As, 3.8014, 4.5311, 7.024, 0.0005, -0.0024, -0.0009
Si, 7.5908, 4.5396, 6.9146, 0.0147, -0.0169, 0.0109
Si, 1.9034, 7.9109, 6.7254, 0.0118, 0.0107, -0.0072
Si, 5.7785, 7.934, 6.7874, 0.0176, 0.0051, -0.0064
Si, 9.726, 7.9554, 6.8699, -0.0156, 0.0066, -0.007
Si, 11.5914, 11.2254, 6.4081, -0.0089, 0.0089, 0.002
Si, 3.7973, 11.3304, 6.6397, 0.0137, -0.0102, 0.008
Si, 7.8007, 11.4125, 6.8679, 0.0109, -0.0031, -0.0038
O, 1.3168, 0.6701, 8.0189, -0.0014, 0.005, -0.0061
O, 3.507, 11.4918, 8.2825, -0.0023, -0.0023, 0.0112
O, 7.3321, 4.4447, 8.5868, -0.0059, 0.0102, -0.0055
O, 9.9766, 8.1795, 8.5325, -0.0012, -0.0023, 0.0088
O, 5.7429, 7.9196, 8.4649, -0.002, 0.0024, 0.0039
O, 1.7826, 7.9719, 8.3843, -0.0021, -0.0004, 0.0095
O, 9.833, 1.7564, 8.2406, 0.0023, -0.0015, 0.0119
O, -0.0133, 11.0538, 8.0379, -0.0031, 0.0039, 0.0025
O, 7.9944, 11.7035, 8.5058, -0.0001, 0.0014, 0.0136
O, 5.8675, 10.3638, 22.4391, -0.003, 0.0034, -0.009
O, 3.1578, 12.9551, 22.535, 0.0029, 0.0051, -0.0104
O, 6.0093, 3.8007, 22.5879, -0.0046, -0.0005, -0.0135
O, 1.9608, 2.6503, 22.7314, -0.0043, 0.0037, -0.0091
O, 10.2668, 3.2878, 22.4493, 0.0119, -0.0016, -0.0065
O, 7.9082, -0.1551, 22.2925, 0.0096, -0.0011, -0.0026
O, 1.6707, 9.7184, 22.4625, -0.0047, -0.0031, -0.0019
O, 4.2584, 6.4527, 22.3791, 0.0034, 0.0087, 0.0016
O, 9.7015, 9.4822, 22.5206, -0.0012, -0.0005, -0.0037
Si, 3.067, 9.7148, 14.1734, -0.0008, -0.001, 0.0015
Si, 10.7054, 7.0768, 19.1215, -0.0008, -0.0013, 0.0006
Si, 5.414, 12.9342, 16.6793, 0.0014, 0.0007, -0.0013
Si, 7.363, 5.3253, 9.9696, -0.0017, 0.0009, -0.0036
Si, 8.996, 8.052, 9.8443, 0.002, -0.0016, -0.0075
Si, 8.7799, 4.6833, 19.4168, -0.0048, -0.0025, 0.0037
Si, 2.0464, 2.4931, 21.1391, -0.0063, -0.0011, 0.0099
Si, 11.3747, 9.8931, 19.0261, 0.0009, 0.0006, -0.002
Si, 3.5374, 0.0887, 11.3137, 0.0005, -0.0007, -0.0071
Si, 5.2351, 2.3978, 15.54, 0.0006, -0.0009, -0.0013
Si, 10.7715, 12.1432, 16.9735, -0.0022, 0.0017, -0.0011
Si, 8.0804, 3.0417, 16.907, 0.0006, -0.0009, 0.0005
Si, 4.1822, 7.0048, 20.8396, 0.0002, -0.0009, 0.0032
Si, 6.049, 1.4014, 12.6422, -0.0009, -0.0025, -0.0009
Si, 6.6946, 8.7408, 19.7584, 0.0006, 0.0012, 0.0002
Si, 11.5872, 11.0161, 9.6386, 0.0041, 0.0001, -0.0013
Si, 8.2037, 0.7595, 20.9689, -0.0027, 0.0006, 0.0086
Si, 3.9642, 4.2003, 19.6606, 0.0039, -0.0015, 0.0012
Si, 8.4383, 3.2015, 11.8034, 0.0045, -0.0046, -0.0057
Si, 0.1804, 6.3166, 14.2842, 0.0013, 0.0012, 0.0015
Si, 3.1212, 8.8326, 17.0643, -0.0015, 0.0006, -0.0031
Si, 8.6987, 11.9498, 9.9564, -0.0063, 0.0013, -0.0117
Si, 4.0152, 10.8551, 9.6943, -0.0036, 0.0042, -0.0163
Si, 10.0432, 1.42, 9.8134, -0.0042, -0.0021, -0.0133
Si, 5.45, 6.7225, 11.7649, 0.0001, -0.0001, -0.004
Si, 1.4637, 0.5614, 16.466, -0.0015, 0.001, -0.0021
Si, 5.8878, 10.6553, 14.7767, 0.0001, -0.0018, 0.001
Si, 1.7009, 12.5889, 13.6897, 0.0012, 0.0023, 0.0001
Si, 8.1798, 0.0905, 17.9978, 0.0001, 0.0012, 0.0033
Si, 1.2747, 6.3114, 17.2015, -0.0017, -0.0001, -0.0035
Si, 6.1883, 8.8803, 9.7195, -0.0028, -0.0002, -0.0069
Si, 1.8188, 8.6179, 9.8756, -0.0017, -0.0002, -0.0059
Si, 7.4542, 6.9112, 14.235, -0.0004, 0.0014, 0.0005
Si, 6.2681, 8.452, 16.7243, 0.0002, -0.0005, -0.0022
Si, 2.312, 9.4114, 20.9933, -0.0019, 0.0041, 0.0077
Si, 1.2463, 0.4219, 9.6076, 0.0027, 0.001, -0.0036
Si, 9.4212, 4.3598, 14.4836, 0.002, -0.0005, 0
Si, 7.6921, 12.1242, 12.7975, 0.0005, -0.0014, -0.0021
Si, 9.794, 8.4489, 12.922, -0.0009, -0.0005, -0.0011
Si, 2.8056, 3.4662, 16.8654, 0.0005, 0.0012, -0.0018
Si, 10.4598, 11.47, 13.8631, -0.0008, -0.0004, 0.002
Si, 9.6069, 8.981, 20.994, 0.0011, 0.0004, 0.0041
Si, 3.124, 11.8501, 18.2251, 0.0011, 0.0018, 0.0042
Si, 5.21, 10.8747, 21.035, 0.0043, 0.0027, 0.008
Si, 3.4875, -0.2621, 20.9359, 0.0004, 0.0022, 0.0176
Si, 6.6135, 3.5614, 21.106, 0.0004, -0.0042, 0.0145
Si, 10.551, 2.6304, 20.9718, -0.0005, 0.0002, 0.0128
Si, 2.4375, 7.1903, 12.4124, -0.0007, -0.0009, -0.0011
O, 10.0125, 3.6993, 19.8562, -0.0017, 0.0036, -0.0033
O, 6.6168, 2.9934, 16.1796, -0.0004, -0.0013, 0.0012
O, 9.7801, 1.1905, 20.8866, 0, 0.0029, -0.0029
O, 4.8362, 1.0214, 16.3335, 0.0011, 0.0013, -0.0015
O, 3.7039, 10.2575, 20.9188, 0.0005, 0.001, -0.0031
O, 11.5239, 0.2017, 16.8802, 0.0022, -0.0025, -0.0015
O, 5.8737, 5.6587, 10.5803, 0.0026, 0.0004, 0.003
O, 1.8541, 2.1129, 16.8352, 0.0019, 0.0008, -0.0001
O, 7.6815, 4.7273, 20.6491, 0.0044, 0.0021, -0.0069
O, 9.1718, 13.4912, 10.1024, 0, 0.0012, 0.0013
O, 3.9314, 3.3855, 15.6703, -0.0005, -0.0016, 0.0005
O, 2.4944, 11.2153, 14.0259, -0.0003, -0.0001, -0.0002
O, 0.5122, 2.303, 20.6183, 0.0014, 0.0013, -0.0028
O, 2.6734, 3.8827, 20.5937, 0.0013, 0.0004, -0.0053
O, 2.5292, 9.1425, 15.5902, 0.003, -0.0006, 0.0025
O, 8.5426, 1.6147, 17.5467, -0.0016, 0.0005, -0.0004
O, 4.6828, 12.2598, 17.9643, -0.001, -0.0004, -0.0016
O, 2.2955, 7.5331, 17.6086, -0.0004, 0.0009, 0.0001
O, 7.9777, 4.1107, 18.1248, 0.0011, -0.0002, -0.0004
O, 6.975, 10.9168, 13.6116, 0.0001, 0.0012, 0.0011
O, 8.3551, 8.1372, 13.6346, 0.0008, -0.0027, 0.0009
O, 1.7548, 7.3833, 10.9383, 0.0018, -0.0013, 0.0052
O, 3.0888, 1.308, 20.6613, 0.0001, 0.0052, -0.0046
O, 10.58, 11.4682, 15.4953, 0.0007, 0.0022, -0.0021
O, 8.1592, 4.6783, 11.2218, -0.0022, -0.0039, 0.0017
O, 1.1599, 9.7385, 19.888, -0.0046, 0.0008, -0.0051
O, 6.87, 13.4822, 13.103, -0.0013, 0.0007, -0.001
O, 10.5901, 7.6647, 20.6798, -0.0011, 0.0027, -0.0048
O, 2.5147, 13.3774, 12.5514, -0.0007, -0.0035, 0.0032
O, 6.3142, 6.5379, 13.1346, -0.0002, 0.0015, 0.0019
O, 2.7103, 0.8676, 10.1508, -0.0017, -0.005, 0.0062
O, 5.7135, 8.2094, 11.1286, 0.0001, -0.0032, 0.0033
O, 6.9778, 8.3379, 18.1935, -0.0013, 0.0007, 0.0022
O, 5.5428, 7.8269, 20.4715, 0.001, 0.0011, -0.0024
O, 2.5504, 8.7041, 13.0213, 0.0005, -0.0007, -0.0002
O, 10.2557, 9.9681, 13.2678, 0.0002, 0.0002, 0.002
O, 1.9477, 4.8582, 16.826, 0.0001, 0, 0.0018
O, 4.7, 9.7335, 14.1415, -0.0008, 0.0018, 0.0024
O, 9.248, 3.5285, 15.874, -0.002, 0.0003, -0.0018
O, 5.4712, 2.1561, 13.9541, 0.0025, 0.0009, 0.0002
O, 7.6924, 11.7076, 11.2186, 0.0005, 0.001, 0.0075
O, 5.2197, 12.0349, 15.3316, 0.0004, -0.0019, 0.0003
O, 11.6223, 1.3107, 10.1909, -0.0033, -0.004, 0.0028
O, 3.8986, 6.5067, 12.1919, -0.0008, 0.0012, 0.001
O, 2.7973, 7.8709, 20.75, 0.0025, -0.0008, -0.0025
O, 4.6671, 8.3404, 16.9941, -0.0002, 0.0014, 0.0004
O, 5.0309, 12.5152, 20.8736, 0.0013, -0.008, -0.003
O, 2.9927, 10.2298, 17.9385, 0.0003, -0.001, 0.0005
O, 9.3686, 12.4363, 17.7049, 0.0012, 0.0006, -0.0003
O, 0.9354, 12.2734, 10.0814, 0.0002, -0.0018, -0.0027
O, 10.9041, 7.4661, 13.5615, -0.0015, -0.0006, -0.0001
O, 9.0727, 3.3126, 13.2885, -0.0002, 0.0009, -0.001
O, 1.566, 6.2161, 13.4026, 0.0002, 0.0014, -0.0012
O, 6.9761, 12.9981, 17.0438, -0.0025, 0.001, 0.0011
O, 6.7823, 7.303, 15.6798, 0.0002, 0.0002, -0.0001
O, 0.4644, 6.7313, 15.8414, 0.0013, -0.0005, 0.0006
O, 7.0399, 2.3763, 11.8097, 0.0061, 0.0001, 0.0018
O, 10.9063, 8.4866, 18.2673, 0.0017, 0.0025, 0.004
O, 10.0508, 11.0572, 10.1717, 0.002, 0.0055, 0.0012
O, 8.3859, 5.6109, 14.4913, 0.0012, -0.0016, -0.0004
O, 0.3182, 6.1298, 18.5391, -0.0008, 0.0018, -0.0004
O, 2.6753, 12.3347, 19.7369, 0.0014, -0.0021, -0.008
O, 6.1658, 10.2955, 19.8433, 0.0006, -0.0045, -0.0012
O, 7.799, 9.1601, 9.7342, 0.0009, -0.0013, 0.0028
O, 7.8124, 13.3903, 19.5873, 0.0016, 0.0032, -0.0081
O, 6.6057, 9.8931, 16.0304, -0.0028, -0.0021, 0
O, 0.5735, 9.6142, 10.1897, -0.0011, -0.0008, -0.0039
O, 11.5731, 11.0608, 17.9132, -0.0003, -0.0016, 0.0017
O, 4.1112, 5.8178, 19.7237, -0.0006, 0.0005, -0.0009
O, 7.3311, 2.1167, 21.0872, -0.0013, -0.0015, -0.004
O, 4.8348, 0.9843, 11.656, 0.0012, 0.0006, 0.0053
O, 2.3216, 12.7793, 17.179, -0.0003, 0.0002, 0.0019
O, 8.2387, 6.6381, 9.627, -0.0002, -0.0037, 0.0078
O, 10.9543, 4.901, 14.2916, -0.0038, 0.0005, 0.0003
O, 9.194, 12.3698, 13.3769, -0.0003, -0.0017, 0.0006
O, 1.646, 0.299, 14.8777, -0.0015, -0.0017, 0
O, 10.1541, 10.2267, 20.0681, 0.0006, -0.0028, -0.003
O, 3.9809, 11.9836, 10.8559, 0, 0.0032, 0.0034
O, 8.0793, 8.5813, 20.5951, -0.0002, 0.0008, -0.0029
O, 9.5109, 2.5759, 10.784, -0.0078, 0.0048, 0.0063
O, 0.1934, 12.1633, 13.2329, 0.0018, -0.0016, 0.0032
O, 9.7163, 8.1766, 11.3005, -0.0011, -0.0001, 0.0058
O, 5.5512, 10.3588, 9.5267, 0.0003, -0.0035, 0.0046
O, 5.3556, 3.5021, 20.0984, -0.0054, 0.0038, -0.001
O, 9.3562, 6.1529, 18.9897, 0.0022, 0.0008, 0.0015
O, 3.6874, 3.537, 18.2186, -0.0015, 0.0017, -0.0003
O, 3.1667, 9.5185, 10.0732, -0.0026, -0.0011, 0.0034

Results
free energy: -191865.376 eV
free energy less fixed offsets of As -4857.07, O -569.03, Si -635.61 eV per atom: -5.986 eV

The program warned: the cutoff lies below the one the program advises for these potential files; the exchange-correlation potential is rough where the density is thin.
